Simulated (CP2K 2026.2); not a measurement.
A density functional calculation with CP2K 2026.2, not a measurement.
Periodic cell of 513 atoms, Si351O162, from a study of silicon, its oxide and their interface. The atomic structure is a simulated model.
Doubt: the forces sum to 1.76 eV/angstrom along one axis rather than to zero, so they err by at least 0.0034 eV/angstrom per atom on average; the grid cutoff is modest.

Settings
functional: PBE
method: Gaussian and plane waves
basis set: DZVP-MOLOPT-SR-GTH
pseudopotentials: GTH-PBE
grid cutoff: 350 Ry, relative cutoff 50 Ry
k points: Gamma only
occupations: fixed
spin: none
net charge: 0

Cell vectors (angstrom)
a	16.407	0	0
b	0	16.407	0
c	-0.0129	-0.0011	34.1515

Atoms and the computed forces on them: element, x, y, z (angstrom), force x, y, z (eV/angstrom)
Si	16.122	0.188	0.182	0.031	-0.051	0.26
Si	2.399	2.789	0.027	0.097	-0.03	0.22
Si	0.435	5.298	34.147	-0.071	0.007	0.16
Si	2.438	8.56	0.043	0.027	-0.015	0.196
Si	0.067	10.716	34.007	-0.042	0.086	0.186
Si	2.955	13.428	34.151	-0.084	0.016	0.255
Si	5.562	16.192	0.268	-0.081	0.082	0.27
Si	7.867	2.707	0.144	0.065	-0.023	0.174
Si	5.638	4.962	34.06	-0.053	0.103	0.175
Si	8.483	7.809	34.137	-0.113	0.089	0.216
Si	5.274	11.267	34.03	0.04	-0.031	0.207
Si	7.924	14.1	34.051	0.092	-0.131	0.178
Si	11.264	16.396	0.094	-0.056	-0.035	0.213
Si	13.999	2.426	0.307	0.032	0.084	0.221
Si	10.781	5.575	0.208	0.066	-0.104	0.232
Si	13.206	8.426	34.025	0.146	-0.137	0.235
Si	11.048	10.811	34.088	-0.119	0.044	0.208
Si	13.338	14.085	0.222	-0.048	-0.011	0.189
Si	1.282	1.345	1.478	-0.011	0.002	-0.072
Si	4.054	3.958	1.323	-0.017	-0.006	-0.051
Si	1.435	6.885	1.404	-0.008	0.012	-0.049
Si	4.113	9.681	1.243	-0.017	0.011	-0.047
Si	1.295	12.278	1.228	0.015	-0.002	-0.064
Si	4.021	14.952	1.47	0.026	0.004	-0.072
Si	6.703	1.336	1.592	-0.01	-0.005	-0.06
Si	9.528	3.943	1.352	-0.011	0.012	-0.062
Si	6.758	6.713	1.172	0.027	-0.017	-0.052
Si	9.506	9.568	1.24	0.023	-0.015	-0.045
Si	6.862	12.398	1.228	-0.009	0.011	-0.047
Si	9.575	15.166	1.257	0.003	0.014	-0.047
Si	12.41	1.337	1.619	0.012	0	-0.058
Si	15.165	4.182	1.323	-0.001	-0.029	-0.041
Si	12.297	6.859	1.416	-0.02	0.002	-0.065
Si	14.943	9.511	1.176	-0.01	0.007	-0.051
Si	12.177	12.371	1.334	0.015	0.011	-0.051
Si	14.941	15.115	1.562	-0.008	0.014	-0.064
Si	16.4	2.792	2.818	0	0.005	0.009
Si	2.676	16.373	2.783	-0.002	0.003	0.006
Si	16.32	8.196	2.658	-0.005	-0.011	0.021
Si	2.8	5.466	2.708	0.016	0	0.02
Si	16.385	13.643	2.69	0	-0.001	0.005
Si	2.702	10.969	2.667	0.002	0.002	0.016
Si	5.339	2.713	2.862	-0.001	-0.011	0.013
Si	8.226	0.006	2.778	0.003	0.01	0.014
Si	5.45	8.186	2.553	0.001	-0.005	0.009
Si	8.132	5.397	2.662	-0.001	-0.009	0.017
Si	5.491	13.644	2.754	-0.007	0.001	0.014
Si	8.158	10.956	2.606	0.003	-0.006	0.007
Si	10.934	2.724	2.797	-0.006	0.004	0.004
Si	13.679	0.004	3.021	-0.006	-0.003	-0.003
Si	10.876	8.243	2.709	0.006	-0.001	0.016
Si	13.725	5.49	2.7	0	-0.004	0.003
Si	10.826	13.721	2.708	-0.006	-0.01	0.002
Si	13.633	10.951	2.607	0.001	0.005	0.017
Si	1.401	4.142	4.123	-0.012	-0.016	-0.008
Si	4.019	1.32	4.189	0.007	0.011	-0.001
Si	1.327	9.568	4.015	0.008	0.007	-0.006
Si	4.14	6.857	4.046	-0.006	-0.007	0.001
Si	1.309	15.006	4.115	0.002	0.004	0.004
Si	4.074	12.293	4.084	0.005	0	-0.004
Si	6.788	4.099	4.12	0.008	0.008	-0.008
Si	9.571	1.363	4.16	-0.004	-0.008	0
Si	6.798	9.559	3.972	-0.004	0.003	0.004
Si	9.504	6.82	4.029	-0.005	0.001	-0.009
Si	6.84	15.029	4.118	-0.006	-0.008	0.003
Si	9.498	12.306	4.053	0.005	0.008	-0.001
Si	12.316	4.14	4.084	-0.002	0.001	0.008
Si	15.051	1.444	4.238	-0.002	-0.001	-0.005
Si	12.278	9.605	4.042	-0.011	-0.009	-0.001
Si	15.03	6.852	4.105	0	0	-0.002
Si	12.226	14.992	4.177	0.008	0.009	-0.003
Si	15.007	12.271	4.041	-0.003	-0.005	0.001
Si	16.399	16.404	5.516	0.001	0.003	-0.001
Si	2.696	2.74	5.522	-0.003	-0.001	-0.001
Si	0	5.492	5.473	0.001	0.001	-0.001
Si	2.711	8.202	5.396	-0.002	-0.003	-0.002
Si	16.384	10.925	5.422	0	0.001	-0.001
Si	2.717	13.665	5.465	0.001	-0.001	-0.004
Si	5.455	16.384	5.492	0	0.002	0.001
Si	8.172	2.735	5.482	-0.001	0.001	-0.002
Si	5.46	5.499	5.471	0.003	-0.001	0.001
Si	8.157	8.211	5.396	0.002	-0.001	-0.004
Si	5.439	10.896	5.412	-0.007	-0.001	-0.003
Si	8.169	13.646	5.482	0	-0.003	-0.002
Si	10.905	16.394	5.535	-0.003	-0.002	-0.004
Si	13.636	2.789	5.528	0	-0.002	-0.002
Si	10.908	5.495	5.425	-0.003	0.005	-0.004
Si	13.633	8.226	5.433	0.001	-0.002	-0.002
Si	10.907	10.958	5.42	0.003	0.003	-0.003
Si	13.645	13.623	5.465	-0.002	-0.003	-0.002
Si	1.345	1.365	6.886	-0.001	0.001	0.001
Si	4.09	4.12	6.841	-0.001	0	-0.003
Si	1.368	6.856	6.822	-0.002	-0.005	-0.004
Si	4.072	9.555	6.799	-0.003	0.001	-0.003
Si	1.338	12.292	6.813	0.002	0.001	-0.002
Si	4.078	15.023	6.85	0.001	-0.001	0.001
Si	6.812	1.364	6.85	0.001	0.001	-0.001
Si	9.558	4.117	6.819	0.001	-0.001	-0.001
Si	6.822	6.864	6.826	0	0.001	0.002
Si	9.535	9.574	6.778	0.001	0	-0.004
Si	6.79	12.27	6.814	-0.002	0.001	-0.001
Si	9.529	15.017	6.865	0.001	0.001	0.001
Si	12.282	1.377	6.869	0.001	-0.003	0.001
Si	15.029	4.139	6.862	-0.002	-0.002	0.001
Si	12.269	6.858	6.809	-0.004	0.004	0
Si	15.017	9.571	6.809	0	-0.001	-0.002
Si	12.273	12.283	6.836	0	0	0
Si	15	15.026	6.835	-0.002	0.006	-0.002
Si	16.374	2.739	8.228	0	-0.002	0.002
Si	2.727	16.405	8.226	0	0.001	0.002
Si	16.392	8.215	8.184	-0.001	-0.001	-0.002
Si	2.718	5.482	8.205	0.002	0	-0.001
Si	16.385	13.667	8.192	0	0.002	-0.004
Si	2.713	10.929	8.181	-0.002	0	-0.001
Si	5.453	2.746	8.206	-0.001	-0.002	-0.001
Si	8.167	16.396	8.22	0	0.001	0.001
Si	5.441	8.211	8.195	-0.001	-0.001	0.001
Si	8.191	5.488	8.188	0.003	-0.001	-0.001
Si	5.441	13.645	8.202	-0.002	0.001	0.001
Si	8.176	10.925	8.181	-0.002	-0.001	-0.002
Si	10.906	2.747	8.213	-0.001	-0.001	-0.001
Si	13.649	16.401	8.219	-0.002	0.001	0
Si	10.899	8.218	8.175	0.002	0	0
Si	13.643	5.502	8.2	0	0	-0.001
Si	10.917	13.66	8.212	-0.001	0	0.001
Si	13.649	10.924	8.194	0.001	0	-0.001
Si	1.353	4.107	9.574	-0.002	-0.001	-0.002
Si	4.095	1.372	9.577	0.001	0.003	0.002
Si	1.352	9.571	9.562	-0.001	-0.001	-0.001
Si	4.085	6.845	9.575	-0.003	-0.002	0
Si	1.344	15.032	9.575	0	0.002	0.001
Si	4.072	12.292	9.571	-0.001	0	0
Si	6.824	4.116	9.56	-0.001	0.001	-0.001
Si	9.538	1.369	9.573	0	-0.001	0.002
Si	6.813	9.573	9.57	0.001	0	0
Si	9.546	6.853	9.564	-0.001	-0.001	-0.001
Si	6.803	15.019	9.577	0	0.001	0.001
Si	9.536	12.296	9.564	0.001	0.001	-0.003
Si	12.285	4.116	9.569	-0.001	-0.002	-0.001
Si	15.014	1.363	9.593	-0.001	-0.001	0
Si	12.271	9.57	9.558	0.001	0	0
Si	15.021	6.858	9.561	-0.001	0	-0.001
Si	12.276	15.033	9.581	0	0.001	0.001
Si	15.017	12.301	9.557	0	0.003	-0.002
Si	16.389	16.398	10.954	-0.001	0.001	0.002
Si	2.73	2.741	10.939	-0.001	-0.001	0.001
Si	16.389	5.484	10.925	-0.001	-0.002	-0.001
Si	2.721	8.214	10.948	-0.001	-0.001	0.001
Si	16.396	10.946	10.924	-0.001	-0.001	-0.003
Si	2.716	13.67	10.945	-0.002	0	0
Si	5.45	16.4	10.943	-0.001	-0.002	0.002
Si	8.171	2.738	10.936	0	0	-0.001
Si	5.462	5.482	10.934	-0.001	-0.001	0
Si	8.18	8.21	10.949	-0.001	-0.002	0.003
Si	5.449	10.94	10.945	0	0.001	0.002
Si	8.174	13.66	10.949	0.001	0.001	0.001
Si	10.899	16.402	10.941	0.001	0.002	0.002
Si	13.644	2.741	10.948	0	0	0
Si	10.911	5.481	10.93	0.002	0	-0.001
Si	13.646	8.216	10.928	-0.001	0	0.001
Si	10.902	10.935	10.932	-0.002	0.001	0
Si	13.647	13.655	10.937	0.001	0.001	-0.001
Si	1.373	1.362	12.304	0	0.002	0
Si	4.108	4.109	12.3	0.001	0.002	0.001
Si	1.351	6.838	12.305	-0.003	-0.001	0.001
Si	4.094	9.578	12.326	-0.001	-0.001	0.001
Si	1.361	12.294	12.311	-0.002	0.003	-0.001
Si	4.09	15.036	12.318	-0.003	0.004	0.001
Si	6.817	1.357	12.309	0	0.001	0.002
Si	9.529	4.118	12.293	0.001	-0.001	-0.001
Si	6.81	6.848	12.324	-0.001	-0.004	0.002
Si	9.542	9.584	12.322	0.003	0.001	0.001
Si	6.81	12.299	12.331	-0.001	0.001	0.001
Si	9.532	15.037	12.321	0.001	-0.001	0.004
Si	12.26	1.367	12.3	-0.004	0	-0.001
Si	15.028	4.12	12.296	0	0.001	-0.002
Si	12.275	6.851	12.294	0.001	-0.004	0.001
Si	15.014	9.594	12.282	-0.001	0.003	0
Si	12.264	12.297	12.305	0.002	0.001	0.001
Si	15.015	15.011	12.309	-0.002	-0.005	0.001
Si	0.018	2.759	13.643	-0.001	0.002	-0.001
Si	2.736	16.404	13.692	0	-0.001	0.003
Si	16.386	8.236	13.638	-0.001	-0.001	-0.004
Si	2.755	5.484	13.665	-0.001	-0.005	0.001
Si	16.39	13.636	13.68	0	-0.002	0.004
Si	2.749	10.958	13.7	0.001	0	0.002
Si	5.468	2.735	13.674	-0.004	-0.002	-0.001
Si	8.161	16.399	13.704	0.002	0	0.002
Si	5.459	8.223	13.713	-0.003	0.001	0.004
Si	8.178	5.482	13.686	-0.002	0.003	0.003
Si	5.458	13.68	13.704	0.002	0	0.004
Si	8.163	10.929	13.716	0	0	0.003
Si	10.871	2.733	13.653	0.005	0.002	0.001
Si	13.618	16.377	13.646	0.004	0.004	0
Si	10.92	8.219	13.678	0	0	0.003
Si	13.646	5.49	13.651	0.001	-0.003	0.002
Si	10.888	13.652	13.68	0.002	0.002	0.002
Si	13.632	10.93	13.668	-0.003	0.003	0.002
Si	1.417	4.106	15.029	0.005	0.002	0.003
Si	4.121	1.371	15.057	0.004	-0.001	0.004
Si	1.365	9.573	15.018	0	0.003	0
Si	4.089	6.858	15.072	-0.001	-0.004	0.005
Si	1.378	14.991	15.029	-0.005	-0.004	0.001
Si	4.13	12.313	15.102	0.003	0.005	0
Si	6.829	4.094	15.057	-0.001	0.001	0
Si	9.509	1.382	15.06	-0.005	0.001	-0.001
Si	6.819	9.566	15.131	-0.001	-0.005	0.003
Si	9.524	6.888	15.042	0.004	-0.005	-0.002
Si	6.813	15.03	15.108	-0.006	0.005	0.002
Si	9.52	12.302	15.08	0.004	0	0.001
Si	12.236	4.121	14.976	-0.007	0.002	-0.002
Si	15.032	1.355	14.923	-0.001	-0.001	0
Si	12.292	9.563	15.069	0.004	0.002	0.001
Si	14.997	6.901	14.997	0.003	0.002	0
Si	12.239	15.023	15.046	-0.008	-0.007	0.002
Si	14.996	12.275	15.044	-0.003	-0.004	0.001
Si	16.385	16.395	16.287	0	-0.004	0.002
Si	2.789	2.739	16.443	0.002	-0.002	0.007
Si	0.043	5.573	16.265	-0.002	-0.002	-0.001
Si	2.727	8.254	16.432	-0.004	-0.003	0
Si	16.365	10.873	16.383	0	-0.001	0.017
Si	2.751	13.664	16.465	0.005	0.004	0.009
Si	5.467	0.022	16.474	-0.004	-0.006	0.017
Si	8.171	2.748	16.48	0.003	0.002	0.006
Si	5.483	5.482	16.408	-0.005	-0.004	0.009
Si	8.193	8.202	16.521	-0.001	0.009	0.003
Si	5.497	10.967	16.525	-0.001	-0.006	-0.004
Si	8.164	13.649	16.501	0.004	-0.001	0.002
Si	10.829	16.376	16.411	0.013	0.023	0
Si	13.626	2.702	16.229	0.003	0	-0.005
Si	10.894	5.519	16.355	0.004	0.008	0.013
Si	13.656	8.211	16.474	-0.003	-0.006	0.01
Si	10.88	10.906	16.415	-0.004	0.002	0.006
Si	13.62	13.652	16.397	0.001	-0.001	0.004
Si	1.37	1.282	17.664	-0.004	-0.01	-0.009
Si	4.176	4.146	17.826	-0.003	0.001	-0.034
Si	1.334	6.895	17.767	0.006	-0.009	0.002
Si	4.078	9.616	17.846	0.002	0.007	-0.016
Si	1.316	12.239	17.717	-0.008	-0.009	-0.021
Si	4.115	15.063	17.862	0.001	0.008	-0.033
Si	6.83	1.369	17.9	-0.01	0	-0.005
Si	9.553	4.199	17.762	0.008	0.003	-0.015
Si	6.83	6.776	17.863	-0.008	-0.006	-0.02
Si	9.563	9.595	17.902	0	0.005	-0.006
Si	6.897	12.276	17.982	-0.006	0.009	0.001
Si	9.448	15.061	17.888	0.001	-0.019	-0.016
Si	12.279	1.346	17.629	-0.01	-0.004	-0.01
Si	15.023	4.154	17.41	0.009	-0.002	0.004
Si	12.214	6.839	17.788	-0.015	-0.009	-0.044
Si	15.085	9.525	17.869	0.008	0.017	-0.035
Si	12.222	12.279	17.754	-0.008	-0.009	-0.034
Si	15.01	15.082	17.672	0.002	0.007	-0.011
Si	16.334	2.787	18.71	0.001	-0.006	0.063
Si	2.67	16.396	19.211	-0.012	0.014	0.068
Si	0.009	8.106	19.348	0	0.002	0.04
Si	2.741	5.557	19.074	-0.003	0.006	0.061
Si	16.393	13.698	18.976	-0.005	0.001	0.066
Si	2.595	10.917	19.204	0.015	0.003	0.06
Si	5.533	2.804	19.291	0.009	-0.016	0.052
Si	8.107	16.394	19.388	0.008	0.018	0.038
Si	5.497	8.233	19.161	-0.011	0.004	0.054
Si	8.22	5.446	19.314	0.004	-0.008	0.061
Si	5.465	13.669	19.267	-0.023	0.02	0.082
Si	8.335	10.959	19.454	-0.007	-0.004	0.053
Si	10.985	2.787	18.944	0.017	-0.003	0.059
Si	13.592	16.396	19.038	0.013	0.001	0.057
Si	10.883	8.193	19.282	0.029	0.013	0.066
Si	13.684	5.355	18.869	-0.004	0	0.071
Si	10.877	13.673	19.143	0.031	-0.008	0.064
Si	13.634	10.947	19.093	0.018	0.008	0.074
Si	1.376	3.958	20.088	-0.027	0.074	-0.162
Si	3.726	1.769	20.38	0.099	-0.109	-0.185
Si	1.578	9.318	20.694	-0.128	0.074	-0.215
Si	3.895	7.115	20.449	0.042	-0.096	-0.207
Si	1.476	14.729	20.471	-0.006	0.097	-0.189
Si	3.749	12.532	20.44	0.044	0.007	-0.247
Si	7.304	3.721	20.701	-0.139	0.102	-0.232
Si	9.645	1.549	20.347	-0.012	-0.11	-0.144
Si	7.044	9.314	20.596	-0.019	0.113	-0.227
Si	9.293	7.068	20.671	0.096	-0.045	-0.235
Si	6.611	15.042	20.878	0.011	-0.047	-0.265
Si	9.956	12.27	20.819	-0.179	0.046	-0.234
Si	12.64	3.811	20.262	-0.081	0.039	-0.222
Si	14.835	1.657	20.06	-0.03	-0.023	-0.194
Si	12.639	9.287	20.442	-0.176	0.079	-0.167
Si	14.698	6.774	20.408	0.142	-0.096	-0.151
Si	12.482	14.791	20.405	-0.027	0.111	-0.197
Si	14.787	12.622	20.261	0.026	-0.05	-0.206
Si	0.221	0.305	22.344	-0.051	-0.096	0.004
Si	1.05	4.653	22.901	-0.009	0.029	-0.032
Si	13.359	3.758	25.246	-0.02	-0.02	-0.032
Si	0.739	9.841	23.809	0.03	0.038	-0.08
Si	2.048	11.737	25.721	-0.048	0.005	0.033
Si	3.166	1.089	23.151	0.059	-0.002	0.016
Si	4.9	15.146	23.511	0.008	0.031	-0.034
Si	3.706	6.005	23.185	-0.024	0.071	0.012
Si	10.615	6.907	23.467	0.042	-0.043	-0.003
Si	5.667	11.216	22.59	-0.008	-0.083	-0.013
Si	11.162	0.079	22.642	-0.018	-0.017	-0.031
Si	12.223	0.878	25.334	-0.062	0.006	0.058
Si	1.772	2.765	24.973	-0.005	0.049	0.022
Si	13.209	5.426	22.699	-0.002	0.026	-0.023
Si	15.222	3.942	27.765	-0.085	-0.098	-0.024
Si	0.224	12.984	27.667	-0.018	0.026	-0.039
Si	1.603	5.126	27.023	-0.016	-0.006	-0.043
Si	7.387	3.293	23.707	0.023	0.045	-0.034
Si	5.594	4.893	25.476	0.092	-0.053	0.048
Si	4.874	12.374	25.068	-0.036	0.047	-0.011
Si	0.198	13.847	24.914	-0.022	-0.003	-0.043
Si	5.309	2.45	27.215	-0.011	0.049	-0.014
Si	11.551	8.192	27.204	0.059	-0.066	0.043
Si	7.568	13.451	26.107	-0.011	0.031	-0.03
Si	6.58	0.799	24.979	0.02	0.04	-0.058
Si	1.329	7.012	24.601	0.04	-0.013	0.01
Si	10.941	5.511	26.07	-0.024	0.098	0.02
Si	10.577	9.636	24.76	-0.022	-0.029	0.046
Si	15.07	12.013	23.137	0.059	-0.057	0.007
Si	15.415	0.765	27.921	-0.023	-0.048	-0.001
Si	4.312	0.39	29.056	0.092	-0.028	-0.032
Si	7.346	15.545	28.55	-0.056	-0.045	0.029
Si	9.388	1.264	24.573	0.015	0.017	-0.004
Si	6.355	6.845	27.73	-0.051	-0.091	0.023
Si	8.616	8.531	28.352	-0.017	0.025	0.038
Si	12.701	15.854	28.134	-0.025	-0.014	-0.019
Si	7.815	7.34	31.223	0.046	-0.05	-0.027
Si	9.92	0.87	29.089	0.053	0.004	-0.05
Si	8.042	13.367	22.944	0.044	0.001	0.117
Si	11.761	10.591	28.752	-0.029	-0.019	0.035
Si	8.983	4.427	30.912	-0.003	-0.026	0.02
Si	16.379	0.336	25.17	-0.021	0.027	0.05
Si	12.162	11.028	22.668	-0.004	-0.086	0.01
Si	13.823	6.709	31.438	-0.08	0.016	0.024
Si	8.079	13.467	30.901	-0.045	0.059	-0.026
Si	13.877	12.924	29.177	-0.001	0.199	-0.055
Si	4.156	1.381	32.07	-0.033	0.045	0.008
Si	1.536	15.495	29.043	-0.019	0.009	-0.064
Si	2.882	7.869	31.28	-0.061	0.024	-0.008
Si	2.413	5.255	29.943	-0.1	-0.04	-0.053
Si	1.079	14.807	32.051	-0.027	-0.003	0.061
Si	6.85	10.871	31.263	-0.031	0.049	0.01
Si	6.672	4.176	29.193	-0.037	-0.035	-0.017
Si	5.382	8.503	30.056	-0.025	0.027	0.019
Si	10.46	3.966	28.385	-0.038	-0.079	-0.021
Si	4.562	4.152	31.356	0.016	-0.016	0.072
Si	9.266	11.005	27.036	-0.08	-0.005	-0.049
Si	12.97	4.729	29.593	-0.024	0.032	-0.1
Si	12.754	4.255	32.354	-0.004	-0.013	0.075
Si	9.884	11.274	31.164	0.034	0.012	-0.067
Si	0.28	6.724	31.25	0.032	-0.024	0.004
Si	9.616	1.732	32.134	-0.016	0	-0.017
Si	15.137	12.754	32.053	-0.013	-0.08	0.007
O	0.348	15.911	32.99	-0.137	-0.117	-0.188
O	15.047	1.338	33.802	-0.182	0.196	0.001
O	2.794	1.894	32.836	0.023	-0.221	0.027
O	5.081	2.699	31.865	0.283	0.077	-0.111
O	1.413	4.04	33.681	0.098	-0.079	-0.098
O	0.17	6.218	32.8	-0.224	0.351	-0.123
O	3.144	7.849	32.884	0.229	0.087	-0.164
O	3.304	6.491	30.528	0.345	-0.012	0.087
O	15.716	11.311	32.632	-0.086	-0.189	-0.223
O	1.262	9.615	33.614	0.062	-0.008	0.133
O	4.094	12.354	33.586	-0.038	0.101	-0.187
O	2.382	14.207	32.819	0.049	-0.116	-0.24
O	3.996	0.657	30.631	0.003	0.135	0.222
O	4.903	0.344	33.037	0.024	-0.062	-0.061
O	7.745	3.601	30.261	0.095	-0.275	-0.032
O	8.256	1.662	33.052	0.058	-0.181	-0.072
O	4.882	5.192	32.589	-0.259	0.258	0.031
O	6.905	3.938	33.729	0.111	-0.126	-0.18
O	8.084	8.187	32.587	0.123	0.28	0.034
O	9.697	6.728	33.91	0.127	0.133	-0.222
O	8.449	10.522	31.414	0.002	-0.395	0.179
O	6.012	10.674	32.665	0.021	-0.092	0.056
O	8.345	13.86	32.472	0.309	-0.184	-0.123
O	6.693	15.158	33.886	-0.027	-0.076	0.014
O	9.627	0.985	30.695	0.009	-0.053	0.088
O	10.78	0.983	33.005	-0.016	0.099	-0.033
O	13.089	2.94	33.193	-0.3	-0.126	-0.012
O	14.003	5.323	32.321	0.109	-0.17	0.195
O	9.743	3.369	31.908	-0.022	0.066	0.211
O	11.486	5.068	32.965	0.029	-0.183	-0.2
O	12.191	9.684	33.744	0.154	-0.134	-0.227
O	13.367	7.87	32.47	0.104	-0.046	-0.263
O	7.745	14.662	29.868	0.209	0.127	0.193
O	8.385	5.826	31.501	-0.273	-0.181	0.179
O	14.282	13.427	33.238	-0.132	-0.175	-0.163
O	12.281	15.198	33.692	0.117	0.102	0.105
O	0.475	5.929	23.72	-0.045	-0.069	0.076
O	0.469	4.466	21.395	-0.06	-0.082	0.081
O	4.181	1.467	21.94	0.106	-0.279	0.123
O	2.501	2.854	20.558	-0.094	-0.062	0.173
O	3.615	12.028	26.036	-0.003	0.17	0.191
O	1.163	9.783	22.228	0.083	0.079	-0.034
O	4.512	6.528	21.869	0.255	-0.233	-0.047
O	2.789	8.232	20.939	0.146	-0.128	-0.102
O	0.586	15.205	21.799	-0.03	0.014	-0.093
O	1.659	1.009	22.574	0.019	0.24	-0.165
O	4.394	11.731	21.723	-0.05	-0.167	0.081
O	2.619	13.634	20.987	0.144	0.053	0.22
O	7.036	4.069	22.305	-0.182	0.237	0.062
O	8.495	2.595	20.905	0.021	-0.107	0.152
O	10.813	1.207	21.494	0.274	-0.04	0.106
O	10.093	6.163	24.833	-0.378	-0.167	0.183
O	6.263	9.841	21.962	-0.23	-0.134	-0.027
O	12.224	6.579	23.338	-0.039	0.113	-0.181
O	9.855	6.439	22.096	-0.049	-0.288	0.093
O	12.313	0.321	23.787	0.036	0.123	0.01
O	7.798	14.662	21.968	0.064	0.188	-0.055
O	9.403	12.736	22.315	-0.088	-0.054	-0.022
O	11.395	11.625	21.338	0.077	-0.058	-0.02
O	12.242	4.599	21.655	-0.306	0.157	0.163
O	13.738	2.674	20.749	0.133	-0.225	0.056
O	15.808	1.067	21.21	0.069	-0.024	-0.001
O	3.171	2.22	24.328	-0.104	0.065	0.099
O	13.7	8.061	20.403	-0.08	-0.08	-0.002
O	12.609	9.574	22.079	0.216	-0.098	0.218
O	14.396	4.214	26.397	0.124	-0.006	-0.133
O	14.487	6.108	21.921	0.201	-0.068	0.187
O	13.71	13.762	20.82	0.053	-0.04	0.213
O	11.686	15.187	21.814	0.043	0.066	0.097
O	1.166	11.742	27.115	0.125	-0.164	0.122
O	15.548	11.98	21.58	0.093	-0.321	0.167
O	15.712	0.513	23.69	-0.094	0.02	-0.069
O	2.095	3.91	26.063	0.318	0.044	-0.171
O	0.77	3.348	23.823	-0.31	-0.301	-0.067
O	2.663	4.846	22.709	-0.103	0.062	-0.05
O	2.826	7.173	23.933	-0.078	0.183	-0.236
O	15.568	2.374	27.987	-0.082	0.103	0.225
O	5.179	11.056	24.136	0.105	-0.205	0.127
O	0.454	8.368	24.447	-0.228	-0.045	-0.096
O	1.908	10.398	24.813	0.14	-0.022	0.084
O	15.804	10.776	23.922	-0.143	-0.17	-0.135
O	8.11	13.698	24.551	0.065	-0.121	-0.033
O	0.046	13.618	31.677	0.217	-0.182	-0.171
O	3.574	16.045	23.75	-0.044	0.134	-0.135
O	5.311	15.238	21.918	-0.298	-0.127	0.087
O	8.923	2.703	23.895	0.148	0.171	0.035
O	7.034	4.317	24.942	0.078	0.082	0.027
O	11.901	6.633	26.84	0.044	0.042	-0.073
O	10.23	8.487	23.657	0.083	-0.098	-0.226
O	6.844	12.334	22.584	-0.055	-0.056	-0.082
O	6.128	12.704	26.032	0.042	0.15	0.2
O	6.105	15.768	24.416	0.221	-0.065	0.076
O	9.752	0.068	23.492	-0.294	0.08	-0.168
O	12.5	16.152	26.504	-0.129	-0.082	-0.174
O	10.692	1.456	25.53	-0.257	0.018	0.087
O	13.268	2.13	25.369	0.01	-0.001	-0.101
O	1	1.503	25.636	0.135	0.048	-0.062
O	11.877	4.347	25.466	-0.202	0.017	-0.311
O	7.549	7.855	27.335	0.012	0.118	-0.265
O	13.832	4.387	23.809	0.183	-0.263	0.071
O	10.049	8.086	27.783	-0.012	-0.014	-0.093
O	15.49	13.449	23.799	-0.17	0.091	0.039
O	13.448	11.878	23.18	-0.107	0.126	0.047
O	0.344	0.118	28.595	-0.092	-0.051	0.106
O	14.492	4.503	29.101	0.264	0.276	0.228
O	6.427	1.956	23.829	-0.364	0.016	-0.203
O	5.709	1.194	26.276	0.034	-0.112	0.3
O	4.747	5.314	24.183	0.162	-0.219	-0.226
O	5.685	6.232	26.395	0.097	0.154	-0.172
O	8.631	12.472	26.843	-0.008	0.069	-0.041
O	8.121	8.163	21.094	-0.124	0.056	0.008
O	1.215	14.023	28.428	-0.072	-0.164	0.08
O	1.516	12.927	24.743	0.185	-0.112	0
O	7.075	5.61	28.538	0.245	0.141	-0.189
O	9.885	4.739	27.066	0.035	-0.057	-0.025
O	6.577	2.999	28.081	0.053	-0.187	0.18
O	8.498	8.01	29.894	0.207	0.226	-0.039
O	8.451	10.153	28.175	-0.133	0.255	0.137
O	4.604	13.647	24.062	-0.045	0.159	0.059
O	13.122	14.297	28.588	0.146	-0.156	0.1
O	13.999	0.335	28.627	0.076	0.155	-0.131
O	11.282	16.36	28.831	-0.054	-0.108	0.22
O	4.825	3.724	26.328	-0.103	0.048	-0.113
O	0.148	4.819	27.617	-0.025	0.036	0.057
O	1.535	6.512	26.151	-0.041	-0.076	-0.115
O	11.665	9.008	25.795	0.248	-0.035	-0.1
O	12.976	11.635	28.821	0.066	-0.192	0.061
O	11.193	10.903	23.956	-0.087	0.241	0.132
O	0.789	15.355	24.947	0.001	0.089	-0.155
O	15.902	13.628	26.363	-0.304	0.031	0.088
O	0.851	5.502	30.331	-0.146	-0.216	-0.217
O	12.532	3.747	30.825	0.159	0.036	-0.033
O	3.043	15.897	28.53	0.159	-0.132	-0.319
O	1.556	15.48	30.664	-0.111	-0.007	-0.01
O	3.889	8.937	30.581	0.096	0.192	-0.081
O	1.268	8.027	31.06	-0.035	0.17	0.261
O	3	4.014	30.836	-0.238	-0.067	-0.152
O	2.598	5.194	28.322	0.233	0.103	0.083
O	7.385	14.729	27.118	0.019	0.01	-0.082
O	6.207	9.917	30.103	0.221	-0.015	-0.05
O	4.22	1.827	28.254	-0.112	0.034	0.043
O	8.137	0.705	25.439	-0.131	-0.309	0.171
O	5.303	4.516	29.966	-0.296	0.346	-0.068
O	6.189	7.427	31.011	-0.032	-0.08	-0.082
O	5.3	7.767	28.592	-0.316	0.134	0.123
O	9.98	4.806	29.694	0.13	-0.031	0.163
O	6.799	12.441	30.813	-0.017	0.126	0.034
O	5.813	16.132	28.811	-0.058	0.134	-0.081
O	9.487	12.717	30.479	-0.06	0.233	-0.073
O	10.57	11.447	32.641	0.166	0.172	-0.166
O	12.072	4.232	28.338	0.041	0.029	-0.052
O	10.132	2.377	28.465	0.135	0.094	-0.222
O	15.3	0.237	26.371	-0.304	0.151	-0.004
O	15.377	12.609	28.61	0.02	-0.007	-0.032
O	10.791	11.171	27.573	-0.035	0.283	-0.051
O	9.288	10.194	25.602	0.047	-0.262	0.05
O	15.221	7.18	30.762	-0.121	0.05	-0.357
O	12.832	6.279	30.183	-0.151	0.078	-0.03
O	8.554	0.246	28.438	-0.196	0.257	-0.256
O	10.923	10.495	30.167	0.02	0.04	-0.082
O	12.349	9.101	28.322	0.168	-0.031	0.139
O	14.099	12.828	30.797	-0.24	-0.142	0.279

Results
total energy: -108575.550 eV
total energy less fixed offsets of O -438.35, Si -107.03 eV per atom: 4.680 eV
